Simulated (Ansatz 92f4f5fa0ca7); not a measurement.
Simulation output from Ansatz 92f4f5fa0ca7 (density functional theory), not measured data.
Periodic cell of 223 atoms, Si133O90, from a study of silicon, its oxide and their interface. The atomic structure is a simulated model.
Doubt: the cutoff is far below the 930 eV that the study's wrapper takes by default for these files, so forces and energies are approximate.
This geometry differs little from another in the collection (a relaxation step or a small displacement).

Settings: functional PBE; potential files Ansatz PAW; basis plane waves; wave-function cutoff 580 eV; density cutoff ratio 5; exchange-correlation grid ratio 1; k mesh 1 x 1 x 1, Gamma-centred; self-consistency stop 5e-08 eV per atom in the density residual; occupations fixed; spin none; net charge 0.

Cell vectors (angstrom)
a  10.938  0  0
b  0  10.938  0
c  0  0  32.2342

Atoms: element, x, y, z (angstrom)
Si  -0.3887  0.2203  24.7935
Si  5.2223  0.2431  24.9277
Si  2.9321  2.4455  24.9658
Si  8.3544  2.5486  24.7321
Si  -0.4279  5.6695  24.6036
Si  5.1578  5.5428  24.6897
Si  3.1294  8.0165  24.6035
Si  8.4079  8.0699  24.8044
Si  1.2859  1.2872  26.121
Si  6.812  1.4347  26.1422
Si  4.0487  4.1019  26.1811
Si  9.5288  4.1068  26.0743
Si  1.3544  6.8456  25.8012
Si  6.7865  6.7841  25.9677
Si  4.1064  9.5212  26.1513
Si  9.5227  9.5806  26.189
Si  2.7032  -0.0396  27.4689
Si  8.1588  0.0275  27.4916
Si  -0.0079  2.7524  27.4486
Si  5.4654  2.7807  27.502
Si  2.6509  5.5277  27.4039
Si  8.1619  5.4762  27.4257
Si  0.0524  8.1826  27.3928
Si  5.5096  8.1665  27.4472
Si  4.1018  1.3673  28.8159
Si  9.5708  1.3673  28.8159
Si  1.3673  4.1018  28.8159
Si  6.8362  4.1018  28.8159
Si  4.1018  6.8362  28.8159
Si  9.5708  6.8362  28.8159
Si  1.3673  9.5708  28.8159
Si  6.8362  9.5708  28.8159
Si  0  0  30.1832
Si  5.469  0  30.1832
Si  2.7345  2.7345  30.1832
Si  8.2035  2.7345  30.1832
Si  0  5.469  30.1832
Si  5.469  5.469  30.1832
Si  2.7345  8.2035  30.1832
Si  8.2035  8.2035  30.1832
Si  1.3673  1.3673  31.5504
Si  6.8362  1.3673  31.5504
Si  4.1018  4.1018  31.5504
Si  9.5708  4.1018  31.5504
Si  1.3673  6.8362  31.5504
Si  6.8362  6.8362  31.5504
Si  4.1018  9.5708  31.5504
Si  9.5708  9.5708  31.5504
Si  2.7345  0  0.6835
Si  8.2035  0  0.6835
Si  0  2.7345  0.6835
Si  5.469  2.7345  0.6835
Si  2.7345  5.469  0.6835
Si  8.2035  5.469  0.6835
Si  0  8.2035  0.6835
Si  5.469  8.2035  0.6835
Si  4.1018  1.3673  2.0507
Si  9.5708  1.3673  2.0507
Si  1.3673  4.1018  2.0507
Si  6.8362  4.1018  2.0507
Si  4.1018  6.8362  2.0507
Si  9.5708  6.8362  2.0507
Si  1.3673  9.5708  2.0507
Si  6.8362  9.5708  2.0507
Si  0  0  3.418
Si  5.469  0  3.418
Si  2.7345  2.7345  3.418
Si  8.2035  2.7345  3.418
Si  0  5.469  3.418
Si  5.469  5.469  3.418
Si  2.7345  8.2035  3.418
Si  8.2035  8.2035  3.418
Si  1.3605  1.355  4.8235
Si  6.8284  1.3757  4.7808
Si  4.1372  4.0612  4.7523
Si  9.5889  4.0934  4.8242
Si  1.3807  6.8416  4.8213
Si  6.8502  6.8171  4.7453
Si  4.0715  9.5861  4.8326
Si  9.6487  9.5532  4.7146
Si  2.6862  -0.0099  6.285
Si  8.2968  0.0059  5.9913
Si  0.0302  2.7471  6.2367
Si  5.4523  2.7019  6.1986
Si  2.8037  5.4371  6.1066
Si  8.1893  5.4664  6.1601
Si  0.0756  8.3059  6.1902
Si  5.5062  8.1987  6.0977
Si  3.8885  1.5363  7.5855
Si  9.7101  1.1567  7.4739
Si  1.7432  3.8573  7.4879
Si  6.5643  4.3335  7.4767
Si  4.3766  6.6069  7.4069
Si  9.353  7.1563  7.3198
Si  1.0705  9.9029  7.7547
Si  7.1812  9.368  7.2693
O  4.0507  1.3267  24.4389
O  9.5053  6.9426  24.3319
O  4.1417  6.7608  24.1944
O  9.4645  1.3871  24.319
O  5.4733  5.4863  7.9449
O  1.5388  -1.3474  9.325
O  8.2153  8.2259  7.8854
O  2.8069  2.7145  8.0621
O  7.0835  3.6223  8.8767
O  1.2192  4.7193  8.7982
O  3.688  7.3445  8.7127
O  10.8078  0.0592  8.0138
O  10.2183  6.634  8.6174
O  1.2548  6.1763  16.5474
O  4.4604  0.7748  8.957
O  6.6613  10.3294  8.4787
O  5.5584  4.6426  23.3578
O  7.7392  3.1867  23.3318
O  0.937  1.5369  22.0149
O  0.0985  10.4175  23.4012
O  6.0004  10.5329  23.6458
O  2.2256  3.1906  23.6754
O  1.3178  4.1728  21.3982
O  8.0447  8.8872  23.4227
Si  4.7929  10.2781  14.3533
Si  0.3154  13.2418  14.7058
Si  7.9887  -6.9583  12.385
Si  12.4793  -12.7203  10.9113
Si  -15.0252  -11.1159  12.2238
Si  -0.3108  6.6547  16.5653
Si  6.9263  -1.2129  22.5992
Si  3.085  9.6047  21.7506
Si  12.8447  -8.0962  22.1173
Si  -10.1158  9.3751  16.2382
Si  8.059  1.8657  14.36
Si  -6.1399  -5.06  14.9961
Si  5.5593  10.6778  9.6036
Si  13.584  -3.9022  16.5681
Si  11.9127  -9.6705  17.6042
Si  -1.2429  13.5404  19.5318
Si  -5.2117  6.0614  12.1768
Si  -3.0669  8.1639  12.8029
Si  14.8566  2.1402  18.3266
Si  -0.2592  15.4718  21.5578
Si  1.7073  10.7111  13.6226
Si  -0.3258  -4.015  11.9195
Si  -0.1989  5.2876  9.3533
Si  17.8981  -1.4576  18.1837
Si  11.3667  10.9326  21.8832
Si  -6.8187  7.8306  10.2147
Si  6.4063  3.5639  22.4547
Si  4.4548  12.4421  21.2166
Si  -4.2176  -2.79  15.5002
Si  4.3453  4.9122  17.6804
Si  -0.4449  5.147  14.0347
Si  5.243  8.1356  20.4768
Si  8.4839  3.0822  9.5157
Si  20.2511  5.5167  19.1719
Si  6.0659  12.0314  16.4504
Si  -4.529  16.3576  19.8888
Si  -2.3243  10.9225  20.2895
O  9.6814  12.8556  14.4764
O  0.5337  3.8668  14.2818
O  -8.002  8.9234  23.2346
O  2.2295  -2.3158  16.6951
O  14.1396  -11.5399  14.1309
O  7.6743  11.6224  13.3148
O  4.0341  10.9546  21.7468
O  6.7175  4.2735  21.0151
O  4.8552  -5.4964  13.4207
O  -2.5368  2.9821  11.1439
O  -7.4529  -4.0899  15.1741
O  -1.6864  3.9379  18.69
O  11.1589  -2.6372  11.2875
O  18.3194  3.1841  13.6701
O  -0.4353  -6.0138  23.1253
O  7.5804  -0.1593  21.5438
O  -3.466  12.6406  15.8754
O  -0.3783  8.273  16.3421
O  -3.5977  8.4434  16.9829
O  -1.8948  7.2301  12.2237
O  8.2563  9.8243  19.1284
O  5.7953  8.8159  19.1092
O  2.8189  -2.7716  11.1276
O  0.7742  -1.0908  14.6612
O  -0.9904  -4.5337  18.0009
O  -1.0708  5.7509  15.428
O  6.3522  0.5083  10.824
O  4.9558  9.2377  10.1044
O  10.1182  -0.207  20.8713
O  17.1514  6.6005  15.4205
O  8.5111  1.479  19.6226
O  3.4458  14.6543  18.3541
O  -5.5617  6.5219  20.4791
O  5.4678  -0.717  12.8866
O  0.7191  2.1769  16.2778
O  7.8335  6.1032  19.5024
O  0.5788  -0.2878  17.2411
O  -1.6312  4.6936  13.0106
O  1.5771  10.3693  12.0201
O  6.3951  10.8356  17.492
O  4.8452  -4.4074  10.8928
O  16.6941  4.8768  18.5021
O  6.0529  8.637  21.7899
O  12.229  -9.5884  13.7972
O  14.1982  2.5791  21.315
O  9.6432  15.0701  9.093
O  4.6134  4.6523  16.0701
O  3.6775  -2.4036  20.6799
O  5.674  2.1411  22.1
O  -8.3778  -9.6623  18.026
O  1.6005  10.0102  21.2432
O  -3.0153  8.4767  14.4204
O  -5.5724  -1.8977  15.2455
O  -4.0687  15.9179  11.759
O  5.0862  2.1372  17.1929
O  8.9023  1.6652  8.8283
O  -0.0573  -5.2639  10.9092
O  0.0704  1.8925  18.8277
O  3.575  6.3811  17.7737
O  -3.0877  9.5124  11.8934
O  10.2293  5.7077  20.5261
O  11.2945  17.3323  13.3154
O  5.2121  0.6885  15.1314
O  -1.0401  14.1021  21.0709
O  4.7158  1.4893  19.609
O  6.4392  -3.5136  12.6593

Results
free energy: -135737.361 eV
free energy less fixed offsets of O -568.88, Si -635.61 eV per atom: -2.031 eV

Forces (eV/angstrom), in the order of the atoms: element, x, y, z
Si  0.0248  0.0131  0.0613
Si  0.0181  -0.003  0.0897
Si  -0.0306  0.0172  0.0052
Si  -0.0295  -0.0139  0.06
Si  0.0285  0.0036  0.0402
Si  0.002  -0.0093  0.0299
Si  -0.0174  0.0085  0.0555
Si  -0.008  0.0046  0.0094
Si  -0.0335  -0.0145  -0.044
Si  0.0145  -0.0156  -0.0379
Si  0.0123  0.0269  -0.0072
Si  0.0122  -0.0105  -0.0075
Si  0.0049  -0.0046  -0.0007
Si  -0.0169  -0.0059  -0.0049
Si  -0.0066  -0.0072  -0.0364
Si  0.0064  -0.0011  -0.012
Si  0.0204  -0.0031  0.0341
Si  -0.0269  0.0053  0.0093
Si  0.003  0.0297  0.0157
Si  -0.0009  0.0017  0.0233
Si  -0.0182  -0.0085  0.0065
Si  -0.0046  -0.0057  0.0254
Si  0.0093  0.0046  0.0096
Si  0.0124  0.0139  0.0205
Si  -0.1177  -0.0897  -0.0378
Si  -0.0416  0.1748  0.0963
Si  -0.1209  0.2497  -0.0591
Si  0.1115  0.2668  0.3809
Si  -0.1831  -0.0041  -0.2157
Si  0.1088  -0.0054  -0.4253
Si  -0.0603  -0.389  0.2203
Si  -0.0725  -0.1356  0.2211
Si  -0.0616  -0.045  -0.0396
Si  -0.0601  -0.1196  -0.0004
Si  0.0364  0.0129  -0.0358
Si  0.0627  0.0278  0.0182
Si  -0.0424  -0.1054  -0.002
Si  -0.0232  -0.0821  -0.0127
Si  0.0252  0.0311  0.0121
Si  0.047  0.1112  -0.0312
Si  -0.0044  -0.0037  -0.02
Si  -0.0095  0.015  -0.0437
Si  0.0314  0.014  -0.0002
Si  -0.02  0.0301  -0.0134
Si  0.0034  0.0088  -0.0391
Si  -0.0155  0.0083  -0.0279
Si  -0.025  0.0427  -0.0096
Si  -0.0099  -0.0225  0.0012
Si  0.0634  -0.0677  0.0088
Si  -0.0083  0.0205  0.0194
Si  -0.0629  0.0316  0.0116
Si  0.007  -0.0301  0.0316
Si  -0.0306  -0.0038  0.0166
Si  0.0285  -0.0637  0.0011
Si  0.0316  -0.003  0.0279
Si  0.0196  0.0151  0.016
Si  -0.0579  -0.0127  -0.0109
Si  0.0461  -0.0105  0.0249
Si  0.0339  -0.0264  0.047
Si  0.0218  0.108  -0.0208
Si  0.0218  -0.0229  0.0374
Si  -0.0657  0.0331  -0.0253
Si  0.0086  0.1139  -0.0214
Si  0.0093  -0.0223  0.0539
Si  0.3889  0.2378  -0.4367
Si  -0.2533  0.0224  0.1971
Si  -0.0909  -0.2458  0.0213
Si  0.065  0.1178  0.1414
Si  -0.0346  0.09  0.2939
Si  0.09  -0.1698  -0.3134
Si  0.0081  0.0481  0.2082
Si  0.2286  -0.1219  -0.2279
Si  -0.0208  0.017  -0.0157
Si  0.0005  0.0044  0.0011
Si  0.0065  0.0179  -0.0077
Si  -0.0028  -0.0015  0.0027
Si  0.004  -0.0011  -0.0045
Si  -0.0218  0.0063  -0.017
Si  -0.0059  0.007  0.0042
Si  -0.0111  0.0197  -0.0182
Si  0.0325  -0.035  -0.0217
Si  -0.0097  -0.0081  0.0265
Si  0.0156  0.0138  0.0245
Si  0.0006  -0.0346  -0.0109
Si  -0.0065  -0.0004  0.0278
Si  0.0269  -0.0161  -0.023
Si  0.0248  -0.0255  -0.0213
Si  0.0087  -0.0038  0.05
Si  0.0268  0.0086  -0.002
Si  -0.0122  0.0295  -0.0596
Si  -0.0614  0.0192  -0.1012
Si  0.0037  -0.0005  0.026
Si  0.0074  0.0335  -0.0771
Si  0.0026  -0.0112  0.0142
Si  0.002  -0.0091  -0.0038
Si  -0.0459  -0.0057  -0.1296
O  0.0231  -0.0089  -0.0375
O  -0.0038  0.002  -0.0097
O  0.0123  -0.0054  -0.0216
O  -0.0041  0.0058  -0.0287
O  0.0054  -0.0125  0.0215
O  0.0084  -0.0107  0.0577
O  0.0221  -0.0221  0.041
O  0.0307  -0.0369  0.0299
O  0.0067  -0.0085  -0.003
O  -0.0047  0.0208  0.0536
O  -0.009  0.0169  0.0464
O  0.0169  -0.0054  0.0053
O  0.0071  -0.0047  0.0039
O  -0.0011  0.0006  -0.0015
O  0.0054  -0.0073  0.0023
O  0.0172  0.0279  0.0458
O  0.0086  -0.0187  -0.0213
O  -0.0145  0.0129  -0.0301
O  0.0022  0.002  0.0107
O  0.0122  -0.0034  -0.038
O  0.0214  -0.0209  -0.0367
O  -0.0092  -0.0094  -0.0247
O  0.0003  -0.0017  -0.0008
O  -0.0095  0.0117  -0.021
Si  -0.0063  0.0022  0.0044
Si  0.0023  -0.0025  0.0074
Si  0.0078  -0.0198  -0.004
Si  0.0111  0.0015  -0.0006
Si  -0.008  0.0112  -0.0003
Si  -0.002  0.0013  0.0073
Si  0.0029  0.0019  -0.002
Si  -0.0062  0.0008  0.016
Si  0.0016  0.0013  0.0086
Si  -0.0004  0.0024  0.0001
Si  0.0003  -0.005  -0.0012
Si  -0.0033  -0.0037  0.0039
Si  -0.0304  0  0.0312
Si  0.0003  -0.0022  -0.004
Si  -0.0004  0.0022  0.0004
Si  0.0007  0.0016  -0.0013
Si  -0.0073  -0.0035  0.0038
Si  -0.0044  -0.0027  0.0152
Si  0.0072  -0.0021  0.0002
Si  0.0024  0.003  0.0146
Si  0.0027  -0.0066  -0.0006
Si  0.0143  0.0011  -0.0012
Si  -0.0279  -0.0248  0.0221
Si  -0.0014  -0.001  0.002
Si  0.0101  -0.005  0.0116
Si  -0.0084  0.0079  -0.011
Si  -0.0035  -0.0031  0.0037
Si  0.0105  0.007  0.0097
Si  -0.0005  0.0002  0.0045
Si  0.0074  -0.0027  -0.0056
Si  -0.0018  -0.0014  0.0029
Si  0  0.0085  0.0031
Si  0.0111  0.0111  0.0034
Si  0.0014  0.0018  -0.0002
Si  -0.0045  0.0022  0.0009
Si  0.0011  -0.0162  0.0012
Si  -0.0029  0.0009  0.0008
O  0.0008  0.0006  -0.0043
O  -0.0026  0.002  -0.0069
O  0.002  0.0289  -0.0454
O  0.0001  0.0015  -0.0009
O  0.0014  -0.0005  -0.0071
O  0.0058  0.0052  -0.0023
O  -0.004  0.0043  -0.0018
O  0.0003  0.019  -0.0195
O  -0.0008  -0.0012  -0.0008
O  -0.0077  0.0121  0.0177
O  -0.001  -0.0008  -0.0002
O  -0.0018  0.0017  -0.0026
O  -0.0113  -0.0192  0
O  0.0005  0.0019  -0.0074
O  -0.0079  -0.0214  -0.0543
O  0.0117  0.0038  -0.0117
O  -0.0004  -0.001  -0.0016
O  -0.0003  0.0011  -0.0016
O  -0.0004  -0.0016  -0.0035
O  -0.002  0.0032  -0.0139
O  -0.0038  -0.0031  -0.0023
O  0.0071  0.0022  -0.0055
O  -0.0077  -0.0001  -0.0039
O  0.0008  0.0013  -0.002
O  0.0032  0.0018  -0.0061
O  -0.0018  -0.0044  -0.0074
O  0.0136  0.0061  0.0128
O  -0.0052  -0.01  -0.0054
O  -0.0164  0  -0.0072
O  0.0007  0.0014  -0.0034
O  0.0005  0.0016  0.0044
O  -0.0014  0.0007  0.0015
O  0.0027  -0.0015  0.004
O  -0.0019  -0.0002  -0.0028
O  -0.0013  -0.003  -0.0011
O  0.0008  0.0014  0.0027
O  0.0006  -0.0014  -0.0025
O  0.0027  0.0012  -0.001
O  -0.006  0.0066  0.0077
O  -0.0022  -0.0001  -0.0017
O  0.0109  -0.0093  -0.0004
O  -0.0057  0.0021  -0.0029
O  -0.0077  -0.0076  -0.0063
O  -0.0047  0.0042  -0.0034
O  -0.0025  -0.0081  -0.0007
O  0.0018  0.0135  -0.0064
O  -0.0015  -0.0007  -0.0017
O  0.0071  -0.0113  -0.0076
O  -0.0175  -0.0062  -0.0071
O  -0.0032  0.0014  -0.002
O  -0.0005  -0.0009  0.0024
O  -0.0011  0  -0.0068
O  0.0046  -0.003  -0.0015
O  -0.0011  0.0036  -0.0062
O  -0.0014  -0.0038  -0.0004
O  -0.019  0.0097  0.0434
O  -0.0103  0.0197  -0.0144
O  0.003  -0.0025  -0.0018
O  -0.0007  0.0009  0.0013
O  0.0022  -0.0107  -0.0111
O  -0.004  0.0061  -0.0045
O  -0.002  -0.007  -0.0021
O  -0.0013  -0.0027  -0.0027
O  -0.0035  -0.0116  -0.007
O  -0.0015  0.005  -0.0131
O  0.0112  0.0056  -0.0114

The program warned: the cutoff lies below the one the program advises for these potential files; the forces do not sum to zero within the program's tolerance; the exchange-correlation potential is rough where the density is thin.
